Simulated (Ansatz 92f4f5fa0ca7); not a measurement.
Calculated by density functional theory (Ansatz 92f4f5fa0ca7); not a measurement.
Periodic cell of 199 atoms, Si117O82, from a study of silicon, its oxide and their interface. The atomic structure is a simulated model.

Settings: functional PBE; potential files Ansatz PAW; basis plane waves; wave-function cutoff 700 eV; density cutoff ratio 5; exchange-correlation grid ratio 2; k mesh 2 x 2 x 1, shifted by 0.5 0.5 0.5 of a step; self-consistency stop 5e-08 eV per atom in the density residual; occupations Fermi-Dirac, 0.05 eV; spin none; net charge 0.

Cell vectors (angstrom)
a	11.5983	0	0
b	0	11.5983	0
c	3.5145	2.4791	26.8426

Atoms: element, x, y, z (angstrom)
Si	-2.4648	3.931	-1.983
Si	9.9099	1.2522	-0.2919
Si	9.9441	10.3921	-0.6095
Si	2.2173	1.3992	-0.4541
Si	2.1669	4.1387	-1.881
Si	2.5789	10.5784	-0.7224
Si	6.0669	1.2241	-0.1885
Si	5.7321	6.2496	-0.573
Si	5.9485	8.6517	-0.4197
Si	0.3175	1.6519	0.888
Si	1.5026	5.4855	0.818
Si	0.4287	9.6217	0.4486
Si	4.1093	1.8125	0.9167
Si	4.2468	3.755	2.2336
Si	4.1456	9.5078	0.9078
Si	8.0295	1.5058	1.0466
Si	7.8544	5.45	0.4369
Si	8.0662	9.3958	0.5872
Si	0.4685	3.6892	2.0945
Si	0.5267	7.537	1.7928
Si	0.3657	11.28	2.1741
Si	3.9542	5.7298	0.985
Si	4.1641	7.6055	2.3344
Si	4.2278	11.4155	2.2434
Si	8.0493	3.635	2.0289
Si	8.26	7.3899	1.8646
Si	8.0333	11.1392	2.2606
Si	10.0407	3.6916	3.3832
Si	10.1701	7.4319	3.3131
Si	10.0215	11.2609	3.5497
Si	2.3009	3.6402	3.5409
Si	2.1744	7.5793	3.5351
Si	2.2767	11.3379	3.561
Si	6.2168	3.6567	3.5069
Si	6.3154	7.491	3.3948
Si	6.15	11.2813	3.6206
Si	10.0316	1.716	4.8051
Si	10.0738	5.5672	4.8306
Si	10.0734	9.3059	4.8763
Si	2.324	1.704	4.8494
Si	2.2463	5.6061	4.8572
Si	2.2719	9.4408	4.9425
Si	6.1464	1.6964	4.8289
Si	6.2532	5.6046	4.8507
Si	6.2994	9.331	4.9088
Si	0.4054	13.3504	6.173
Si	0.3505	5.5492	6.2968
Si	0.3556	9.3998	6.3176
Si	4.2416	13.3216	6.214
Si	4.2501	5.6446	6.1175
Si	4.3049	9.4276	6.1429
Si	8.0513	13.2329	6.1761
Si	8.1607	5.5595	6.2977
Si	8.2058	9.3157	6.3791
Si	0.311	3.6052	7.6965
Si	0.4366	7.4695	7.7033
Si	0.3633	11.436	7.5294
Si	4.1441	3.7319	7.491
Si	4.342	7.5426	7.5168
Si	4.3127	11.3351	7.525
Si	8.0171	3.5277	7.5692
Si	8.2422	7.3921	7.8449
Si	8.1499	11.3618	7.6682
Si	9.9025	2.7771	8.7725
Si	10.2522	7.0834	9.2306
Si	10.1163	12.0116	8.8607
Si	2.3013	3.8366	9.0429
Si	2.4773	7.612	8.9177
Si	2.3353	11.5486	8.8148
Si	6.0071	3.624	8.932
Si	6.1732	7.4091	9.0419
Si	6.1726	11.3497	9.0162
Si	10.704	11.6892	12.0348
Si	9.7718	4.5845	10.9081
Si	10.9082	7.6918	11.4645
Si	2.9315	13.4576	10.1007
Si	3.0484	5.8362	10.3649
Si	2.4339	9.6505	10.1699
Si	5.3339	13.2981	10.1759
Si	5.402	5.4844	10.2957
Si	6.1556	9.3621	10.3245
Si	1.1622	13.8508	12.7699
Si	-0.4335	4.8472	12.6786
Si	0.9709	9.2345	11.8724
Si	5.3421	12.3938	13.0232
Si	2.5207	7.7068	12.8821
Si	4.2707	9.6977	11.6551
Si	8.1645	11.1587	13.8886
Si	7.3053	5.6013	12.5861
Si	8.097	8.5423	12.6471
Si	2.4309	7.4351	16.0219
Si	5.9547	8.3965	22.5486
Si	4.843	6.4625	20.5362
Si	11.5772	3.1835	19.1409
Si	2.8043	14.4819	17.853
Si	1.3921	9.9565	21.2512
Si	8.9881	4.2868	14.7726
Si	8.7902	1.5753	15.9028
Si	13.5454	12.1504	23.0819
Si	9.4532	5.2137	17.7899
Si	8.3861	7.7695	24.2123
Si	12.0989	6.9455	21.0349
Si	9.9394	6.3928	23.029
Si	14.7011	13.0232	15.0514
Si	2.6153	10.5497	16.8272
Si	4.2183	5.7406	17.7984
Si	13.8103	5.9723	22.3002
Si	15.768	10.7446	21.7603
Si	11.7745	10.3661	18.4797
Si	11.666	7.2128	18.0288
Si	4.337	12.0165	18.9272
Si	6.6458	4.7386	18.9021
Si	6.9903	1.7152	18.2034
Si	0.8368	14.8734	22.1117
Si	8.2431	13.108	24.9916
Si	9.6691	15.2787	23.6548
Si	9.8205	0.954	18.521
O	8.9643	5.0756	-0.815
O	3.8045	4.2733	-1.8247
O	1.3033	5.015	-0.7783
O	10.4065	11.5118	10.4393
O	10.2868	5.4316	9.5779
O	9.6063	3.0531	10.4021
O	11.8091	10.5846	12.5319
O	11.3284	13.1349	12.4584
O	9.2342	11.5531	12.733
O	8.3795	5.2973	11.3934
O	9.6522	8.2189	12.3781
O	2.2475	13.4499	11.6295
O	2.6837	6.3522	11.9349
O	6.7205	11.8669	13.7029
O	5.7957	13.3751	11.7968
O	5.8698	5.2543	11.9098
O	7.5041	9.2845	11.3231
O	3.4547	13.3973	18.8944
O	11.5456	8.796	18.2587
O	7.5143	8.5762	23.031
O	13.7891	6.8037	23.7359
O	3.0377	11.4733	15.5607
O	16.9502	9.9162	22.505
O	8.9888	11.6335	24.8571
O	9.5574	2.4712	-1.3822
O	5.6976	7.7594	21.0567
O	9.2051	13.7342	26.2371
O	1.5846	13.4393	22.1619
O	10.8056	1.7897	19.497
O	3.7019	6.5163	16.4752
O	-0.0473	6.384	12.2633
O	2.233	7.2681	14.4226
O	0.9656	10.6991	19.8641
O	10.5311	4.1862	18.4239
O	10.347	4.8736	14.1116
O	1.7607	13.3766	14.2095
O	3.3649	4.3844	18.1076
O	6.5958	3.1128	18.922
O	2.7167	8.9921	16.4038
O	4.4537	11.1509	12.4375
O	15.128	11.7929	22.8404
O	8.9081	4.7349	16.3313
O	1.1054	6.9027	16.8132
O	9.0573	2.6436	14.7101
O	12.6802	10.9502	17.2479
O	7.9764	9.5424	13.9416
O	3.6861	6.0368	21.5916
O	10.2878	11.0071	18.4993
O	10.5464	6.7042	21.5323
O	12.7969	2.9208	18.0959
O	5.9272	5.2499	20.2822
O	9.9793	1.602	17.0174
O	7.6553	4.7478	13.9399
O	9.8579	15.9236	25.148
O	8.1685	5.295	18.7857
O	3.9725	8.5333	12.8204
O	10.1888	6.6531	17.6387
O	12.1019	3.7341	20.5752
O	0.8654	3.86	12.8095
O	16.0505	13.1877	14.1428
O	13.4917	4.3943	22.6317
O	9.1479	16.5538	22.7942
O	3.5975	10.8176	18.1043
O	7.3821	1.9716	16.6345
O	5.7573	0.6814	18.1969
O	4.6778	11.5696	20.4521
O	12.207	6.5644	19.4323
O	7.3074	7.1764	13.0122
O	3.1705	14.0351	16.3275
O	13.2889	12.3833	24.6522
O	11.0905	14.7502	23.0313
O	12.2302	8.5521	21.329
O	11.2551	6.3258	24.0096
O	8.5749	14.0507	23.6745
O	1.9032	2.5195	-1.7115
O	8.7504	0.0547	15.3267
O	1.7153	4.8599	-3.2758
O	14.6092	9.6955	21.259
O	12.6317	10.8972	22.5415
O	5.7892	5.3122	17.6204
O	4.1211	6.7601	19.0873
O	8.2629	1.0431	18.9796

Results
free energy: -121023.143 eV
free energy less fixed offsets of O -569.03, Si -635.61 eV per atom: 3.687 eV
pressure: -0.05 GPa
stress xx, yy, zz, yz, xz, xy (GPa, positive in tension): 0.2, -0.2, 0.16, 0.03, -0.01, -0.58

Forces (eV/angstrom), in the order of the atoms: element, x, y, z
Si	0.0647	-0.1545	-0.0765
Si	-0.2809	0.5061	0.0074
Si	0.0416	-0.4891	-0.2822
Si	-0.2419	0.2708	0.0666
Si	-0.2241	0.0531	0.0369
Si	-0.1287	-0.379	0.3706
Si	0.0341	0.2735	-0.4484
Si	0.0863	0.1021	0.1212
Si	-0.0321	-0.0335	-0.2212
Si	0.0044	-0.0097	0.0686
Si	-0.2644	0.0368	-0.2687
Si	0.1743	0.2566	-0.2914
Si	0.1163	0.1722	0.1127
Si	-0.0012	-0.0072	-0.0861
Si	-0.0861	-0.0693	0.166
Si	0.0759	-0.1557	0.0963
Si	0.1992	-0.2308	-0.3482
Si	-0.0255	0.0356	0.159
Si	0.0151	0.0083	-0.0143
Si	0.0982	-0.0689	-0.0296
Si	0.0866	0.0752	0.0386
Si	-0.0349	-0.0855	0.228
Si	-0.1341	0.0882	0.1034
Si	0.1211	-0.1693	0.2659
Si	-0.0453	0.137	0.1097
Si	-0.088	0.1013	0.1864
Si	-0.0408	-0.0379	0.11
Si	0.0047	-0.0654	0.0712
Si	-0.1013	0.0202	-0.0425
Si	-0.0256	-0.0648	0.0334
Si	0.1369	-0.0104	0.2661
Si	0.1519	-0.1219	0.0557
Si	0.0051	0.0382	-0.0866
Si	0.0423	0.0047	0.1127
Si	0.0119	0.0067	-0.1418
Si	-0.0604	0.239	-0.0777
Si	-0.0069	0.0687	-0.1176
Si	-0.0237	0.0458	0.0443
Si	0.0969	0.0314	-0.0804
Si	0.0224	-0.0645	0.0738
Si	-0.1709	-0.0537	0.1154
Si	-0.0369	-0.017	0.0821
Si	0.1519	-0.0596	0.0262
Si	-0.0459	-0.0136	0.0021
Si	-0.0095	0.0403	0.0845
Si	-0.1011	0.119	-0.0113
Si	0.0766	-0.0859	0.0234
Si	-0.0229	0.0027	0.0949
Si	-0.0548	-0.052	0.0496
Si	-0.0112	-0.0066	0.0263
Si	-0.0253	-0.1482	0.1099
Si	0.0843	0.0667	-0.0622
Si	0.1046	-0.0377	-0.0382
Si	-0.0963	0.0511	0.1075
Si	-0.083	-0.1266	0.014
Si	0.0479	-0.0368	0.0242
Si	-0.0145	0.0189	-0.021
Si	-0.0069	-0.0109	0.0556
Si	0.1026	-0.0469	0.0678
Si	-0.0353	0.1526	-0.0649
Si	-0.0458	0.0803	0.0333
Si	-0.0433	0.0804	-0.0227
Si	0.0214	-0.0274	-0.0285
Si	0.1433	-0.0242	-0.3994
Si	-0.1089	0.1056	-0.2317
Si	0.0885	-0.3081	0.2593
Si	0.1687	0.2777	-0.095
Si	-0.135	0.0209	0.1393
Si	0.0958	-0.1356	0.0086
Si	0.0513	-0.0738	0.0547
Si	-0.1608	-0.2329	-0.1586
Si	-0.2383	0.0933	-0.0968
Si	-0.4594	0.027	0.1359
Si	-0.0556	0.0712	0.2743
Si	-0.2342	0.61	0.1115
Si	-0.4365	-0.219	0.3032
Si	-0.3738	0.1446	0.0674
Si	0.2692	0.1373	-0.3144
Si	0.5237	0.1406	0.1964
Si	0.5097	-0.0839	0.1688
Si	0.2167	0.0552	0.4779
Si	0.1032	-0.2859	0.1714
Si	-0.189	-0.2763	0.256
Si	-0.6315	-0.0118	-0.0724
Si	0.144	-0.1226	0.3046
Si	0.3017	0.2622	0.006
Si	0.1844	-0.0172	0.1417
Si	0.0862	0.0253	0.3143
Si	-0.1282	0.0625	0.4816
Si	-0.1848	0.3062	0.3179
Si	0.1434	0.163	0.2531
Si	-0.1272	0.0819	-0.3504
Si	0.1063	-0.0107	-0.2139
Si	-0.0271	-0.0759	-0.1947
Si	0.0621	-0.097	-0.0826
Si	0.0617	0.0277	-0.1637
Si	-0.2466	-0.4275	0.2476
Si	-0.0221	-0.1021	-0.0724
Si	0.0593	-0.0681	-0.2234
Si	-0.0398	-0.0571	-0.0516
Si	0.1593	-0.2993	-0.3347
Si	-0.1415	0.2128	-0.2784
Si	-0.051	0.3775	-0.2261
Si	0.1774	-0.0616	0.1464
Si	0.0227	0.1141	-0.0055
Si	0.0583	-0.0163	-0.0595
Si	0.1818	-0.0154	-0.2776
Si	-0.083	-0.0651	-0.2007
Si	0.0759	0.0183	-0.135
Si	0.0301	0.0675	0.051
Si	-0.0529	0.0047	-0.1374
Si	-0.0102	-0.0418	-0.1002
Si	0.0035	0.0556	-0.2315
Si	-0.0589	-0.063	-0.2302
Si	0.2325	-0.2418	-0.2094
Si	0.1594	-0.1219	-0.2006
Si	-0.0095	0.0442	-0.2518
O	-0.238	0.1021	0.356
O	0.091	0.2418	0.0276
O	0.247	-0.2013	0.0014
O	0.0369	0.1343	-0.3738
O	-0.0979	-0.3173	-0.0152
O	-0.0352	-0.1103	-0.1805
O	0.2122	-0.3531	0.049
O	0.0202	0.0163	-0.0764
O	0.2734	-0.0144	-0.1501
O	0.068	0.1078	-0.1557
O	0.1477	-0.066	0.046
O	0.2635	-0.0107	-0.1728
O	0.0404	-0.2043	-0.2547
O	-0.1626	0.0621	-0.1573
O	-0.2955	0.0848	-0.3911
O	-0.3071	0.0926	-0.2737
O	0.0229	0.062	-0.2366
O	-0.0057	-0.0069	0.0846
O	-0.0572	-0.0501	-0.0198
O	0.0415	-0.0897	0.2924
O	0.1178	-0.084	0.195
O	-0.0203	0.0266	-0.0557
O	0.0252	-0.0716	0.0845
O	0.0166	0.0249	0.1186
O	0.1389	0.0326	-0.2
O	0.0458	0.0164	0.1605
O	-0.2293	-0.0374	-0.2419
O	-0.013	0.0547	0.0977
O	0.0175	0.0304	0.1043
O	-0.0825	-0.0082	-0.0619
O	0.2022	0.0645	0.0916
O	-0.073	-0.1961	0.0695
O	-0.0024	0.0069	0.1632
O	0.0495	0.0051	0.0652
O	0.3526	0.2056	-0.3251
O	-0.1667	0.1186	-0.2987
O	-0.0059	0.0591	0.0484
O	0.0344	0.0456	0.0936
O	0.017	-0.1166	-0.0561
O	-0.1176	-0.1367	-0.0438
O	0.0007	-0.0446	0.0377
O	0.0264	0.0714	-0.0946
O	-0.0092	-0.0731	-0.0842
O	0.0417	0.2873	-0.0016
O	-0.018	-0.0737	0.0672
O	-0.0052	-0.2582	-0.3666
O	-0.1342	-0.0093	0.187
O	-0.0012	-0.0283	0.0821
O	-0.1669	-0.1884	0.0742
O	-0.0512	0.0147	0.1074
O	-0.0398	0.0452	0.084
O	-0.0371	-0.0246	0.1182
O	0.0329	0.0884	-0.2646
O	0.0017	-0.0475	0.0759
O	0.0123	0.0096	0.0629
O	-0.0339	0.1306	-0.2794
O	0.0254	0.0268	0.0278
O	-0.0179	0.0027	0.2238
O	0.0749	0.2977	-0.0643
O	0.0006	-0.0156	-0.1405
O	-0.0127	0.0643	0.2158
O	0.0485	0.0065	-0.0642
O	0.0161	0.0214	0.0465
O	0.0397	0.0036	0.1372
O	0.0089	-0.0115	0.0341
O	-0.0198	-0.0147	0.1552
O	0.0134	0.1084	0.1357
O	-0.0378	-0.1919	-0.1514
O	-0.0247	0.017	-0.0254
O	-0.0314	0.1825	0.1731
O	-0.0994	0.0992	0.1195
O	0.0332	0.0256	0.0065
O	-0.0057	-0.1314	0.1974
O	-0.0698	0.0825	0.1102
O	0.2091	-0.1305	0.0875
O	-0.0624	0.0505	-0.1381
O	-0.0186	-0.1046	0.0493
O	-0.023	0.0355	0.0909
O	0.0122	0.0067	0.0202
O	-0.0313	-0.0137	0.0534
O	0.0064	-0.0205	0.128
O	0.0301	-0.0109	0.109

The program warned: the cutoff lies below the one the program advises for these potential files.
